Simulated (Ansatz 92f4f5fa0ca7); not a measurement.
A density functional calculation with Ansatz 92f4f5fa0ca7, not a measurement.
Periodic cell of 240 atoms, Si143O91B6, from a study of silicon, its oxide and their interface. The atomic structure is a simulated model.
Doubt: the cutoff is far below the 930 eV that the study's wrapper takes by default for these files, so forces and energies are approximate.
This geometry differs little from another in the collection (a relaxation step or a small displacement).

Settings
functional: PBE
potential files: Ansatz PAW
basis: plane waves
wave-function cutoff: 580 eV
density cutoff ratio: 5
exchange-correlation grid ratio: 1
k mesh: 1 x 1 x 1, Gamma-centred
self-consistency stop: 5e-08 eV per atom in the density residual
occupations: fixed
spin: none
net charge: 0

Cell vectors (angstrom)
a  11.6015  0  0
b  0  10.938  0
c  0  0  31.7508

Atoms and the computed forces on them: element, x, y, z (angstrom), force x, y, z (eV/angstrom)
Si  0.5113  0.0241  23.3032  -0.0196  -0.0191  -0.0366
B  3.7813  0.3107  23.7702  0.0048  0.0005  0.0035
Si  7.851  0.0413  23.2106  -0.0152  -0.0064  -0.0123
B  2.2742  0.9456  23.791  0.0023  0.0051  0.007
Si  5.598  1.1284  23.2741  0.0061  0.0065  -0.0103
Si  9.9958  1.2073  23.2373  0.0164  -0.0071  -0.021
Si  -0.0551  5.1457  23.1976  0.0034  -0.0097  -0.0088
B  3.6945  5.8329  23.4084  -0.0166  0.0025  -0.0274
Si  7.514  5.4386  22.8962  -0.016  -0.0031  -0.0153
Si  1.8558  6.6286  22.9535  0.0215  0.0243  -0.0036
Si  5.5037  6.7135  23.0605  -0.0045  0.016  -0.0163
Si  9.6081  6.483  23.2981  0.0142  0.0112  -0.0287
Si  2.0808  2.604  24.974  0.0236  -0.0175  0.0046
Si  5.7162  2.7664  25.0032  -0.0074  -0.0062  0.005
Si  9.7182  2.7048  25.0235  -0.0079  0.0064  0.0025
Si  11.7207  3.8915  25.1251  -0.0066  0.0062  -0.0054
Si  3.8237  4.2673  24.8203  -0.0074  -0.0123  0.0143
Si  7.714  3.993  24.8328  0.0144  -0.0008  0.0009
Si  2.0115  8.0714  24.9698  -0.0076  -0.0109  -0.0061
Si  5.7729  8.1926  24.9606  0.003  -0.0008  0.0016
Si  9.709  8.1708  24.9725  -0.002  0.0027  0.0013
Si  11.7109  9.4491  25.0647  0.0066  0.0046  0.0002
Si  3.8619  9.6019  24.9811  0.004  0.0038  0.005
Si  7.7552  9.4893  25.0176  -0.0067  -0.0043  0.0026
Si  11.626  -0.0208  26.9236  0.0022  -0.0047  0.008
Si  3.8757  -0.0267  26.9643  0.0067  -0.004  -0.0117
Si  7.7039  -0.0106  26.9113  -0.0088  -0.0003  -0.0052
Si  1.9734  1.3316  26.9667  -0.0135  0.0089  -0.0018
Si  5.768  1.3807  26.9262  0.0021  0.0044  0.0043
Si  9.6556  1.3231  26.9293  0.0033  -0.0009  -0.0054
Si  11.6567  5.4449  26.9151  0.0013  0.0026  -0.0006
Si  3.8938  5.4452  26.9067  0.0009  -0.0028  0.0135
Si  7.741  5.4232  26.8151  -0.0045  0.001  -0.0067
Si  1.985  6.8018  26.9439  -0.001  0.0056  -0.0003
Si  5.8116  6.8219  26.8952  -0.0038  0.0067  -0.0017
Si  9.6987  6.794  26.9005  0.0021  0.001  -0.005
Si  1.9336  2.7345  28.8515  0.0195  0.0583  0.1802
Si  5.8008  2.7345  28.8515  -0.0383  -0.0205  0.1645
Si  9.6679  2.7345  28.8515  0.0106  -0.0885  -0.0519
Si  0  4.1018  28.8515  0.0543  -0.0511  0.068
Si  3.8672  4.1018  28.8515  0.0755  -0.1506  -0.0566
Si  7.7343  4.1018  28.8515  -0.0125  -0.0231  -0.4297
Si  1.9336  8.2035  28.8515  0.0466  -0.0205  0.0084
Si  5.8008  8.2035  28.8515  0.0346  -0.1074  -0.0516
Si  9.6679  8.2035  28.8515  0.0144  -0.1437  -0.1938
Si  0  9.5708  28.8515  0.0493  -0.0264  0.0779
Si  3.8672  9.5708  28.8515  0.0507  -0.2519  0.2954
Si  7.7343  9.5708  28.8515  -0.1053  -0.0275  -0.0289
Si  0  0  30.7851  0.0031  -0.0332  -0.0016
Si  3.8672  0  30.7851  -0.002  0  0.0037
Si  7.7343  0  30.7851  0.0176  0.0293  0.0255
Si  1.9336  1.3673  30.7851  0.022  -0.0714  0.0043
Si  5.8008  1.3673  30.7851  0.0225  -0.0255  0.0085
Si  9.6679  1.3673  30.7851  -0.0103  -0.0412  0.0362
Si  0  5.469  30.7851  0.0089  0.0364  0.0358
Si  3.8672  5.469  30.7851  -0.0131  0.1011  0.0045
Si  7.7343  5.469  30.7851  -0.0063  0.1413  0.0266
Si  1.9336  6.8362  30.7851  0.0055  0.0533  -0.0936
Si  5.8008  6.8362  30.7851  -0.0051  -0.0834  -0.043
Si  9.6679  6.8362  30.7851  -0.0072  -0.0186  0.0012
Si  1.9336  2.7345  0.9679  -0.0074  0.1642  0.091
Si  5.8008  2.7345  0.9679  0.0402  0.1824  -0.0946
Si  9.6679  2.7345  0.9679  -0.0771  0.2469  -0.0968
Si  0  4.1018  0.9679  -0.0709  0.063  0.1207
Si  3.8672  4.1018  0.9679  0.0811  0.1026  0.1054
Si  7.7343  4.1018  0.9679  0.0053  0.065  0.0218
Si  1.9336  8.2035  0.9679  -0.0287  -0.1142  -0.2456
Si  5.8008  8.2035  0.9679  0.0702  -0.0391  0.2291
Si  9.6679  8.2035  0.9679  -0.0203  0.0023  0.045
Si  0  9.5708  0.9679  -0.0234  0.0455  -0.0638
Si  3.8672  9.5708  0.9679  -0.0027  0.0807  0.1294
Si  7.7343  9.5708  0.9679  -0.0133  -0.0282  0.0027
Si  11.5627  0.0745  2.8373  -0.0017  -0.01  -0.0098
Si  3.875  0.0613  2.8788  0.0005  -0.0015  -0.0035
Si  7.718  0.0369  2.8751  -0.0026  -0.0078  -0.0086
Si  1.9168  1.3992  2.921  -0.0008  -0.008  -0.0146
Si  5.8029  1.4062  2.8946  0.0005  0.0053  -0.0049
Si  9.6339  1.4023  2.8882  -0.0016  0.0066  -0.009
Si  11.5705  5.4461  2.9436  -0.0058  -0.0016  0.0009
Si  3.8976  5.4779  2.9335  0.0031  -0.0045  0.0042
Si  7.7436  5.4641  2.9334  -0.0028  -0.0028  0.0002
Si  1.9224  6.8056  2.8585  -0.002  0.0017  0.003
Si  5.8247  6.8848  2.9704  0  0.0038  0.0026
Si  9.6603  6.8536  2.9164  0.0028  0.0001  0.0015
Si  1.9108  2.7569  4.9215  -0.0074  0.0089  0.0104
Si  5.833  2.7152  4.8661  -0.0021  -0.0012  -0.0002
Si  9.6615  2.5712  4.9618  0.002  0.0013  0.0046
Si  11.5235  4.0806  4.917  0.0016  -0.0012  -0.0024
Si  3.8776  4.0854  4.8719  0.0028  -0.001  -0.0025
Si  7.7713  4.0674  4.874  0.0028  0.0024  -0.002
Si  1.9225  8.441  4.5446  -0.0008  -0.0062  0
Si  5.8262  8.3205  4.9191  0.0031  0.002  0.0003
Si  9.6188  8.3214  4.7909  0.0006  0.0027  -0.005
Si  11.5476  9.7024  4.7581  -0.0026  -0.0014  -0.0012
Si  3.8858  9.6972  4.8285  0.0078  -0.0045  -0.0012
Si  7.755  9.7778  4.9186  -0.0003  0.0097  0.0112
Si  11.6841  0.2786  6.6645  0.0026  -0.0278  0.0115
Si  3.6258  0.2124  6.7567  0.0232  -0.0312  0.0125
B  8.0447  0.3933  6.2802  -0.0146  -0.0168  -0.0004
B  1.8804  1.2224  6.1925  -0.0077  0.046  0.0036
Si  6.0983  1.2779  6.7929  -0.0039  0.0173  0.0039
B  9.6391  0.9377  6.309  -0.0011  0.0124  0.0006
Si  11.5215  5.7578  6.6472  -0.0048  0.0005  0.0038
Si  3.6676  5.6414  6.6518  0.0006  0.0001  0.0036
Si  7.6999  5.4875  6.8053  -0.0053  -0.0007  -0.0018
Si  1.8298  7.0761  6.3538  0  0.0065  0.003
Si  5.7413  6.8903  6.8564  0.0001  -0.0027  0.0019
Si  9.4979  7.0746  6.7925  0.0025  -0.002  0.0007
O  0.3236  5.0942  8.1323  0.0014  -0.0006  -0.0055
O  5.8659  7.9116  8.2026  -0.0013  0.0022  -0.0037
O  7.8315  4.436  8.1348  0.0015  -0.002  0.0002
O  6.2043  2.2722  8.1344  -0.0069  -0.0096  -0.0014
O  3.1194  4.8955  8.0789  -0.0003  0.0001  -0.0045
O  3.1863  10.2624  8.1297  0.0039  0.0048  -0.0006
O  1.8332  7.9863  7.7401  0.0005  -0.0056  -0.005
O  9.2531  8.276  7.987  -0.0013  -0.0011  -0.0043
O  0.4889  10.2885  8.0255  -0.0034  0.0018  0
O  11.2722  4.2245  21.8249  -0.0025  -0.0005  0.0084
O  7.5977  5.1132  21.2333  0.0019  0.0013  0.0141
O  8.1362  10.186  21.7651  0.0005  0.0083  0.0101
O  10.1326  1.824  21.7008  -0.0039  0.0001  0.0166
O  10.0731  6.7566  21.7246  -0.0162  0.0143  -0.0302
O  1.5465  7.6402  21.6354  -0.0069  -0.0025  -0.0049
O  5.68  7.5836  21.6344  0.0028  -0.0016  0.0058
O  5.4421  1.9845  21.8647  0.0003  0.0019  0.0013
O  0.6678  10.1684  21.8584  -0.0002  -0.006  -0.0059
Si  1.814  9.4195  8.4974  -0.0045  -0.003  0.0147
Si  3.9544  5.2333  9.4413  -0.0025  0.0006  0.0077
Si  5.3208  7.7735  9.7436  0  0.0036  0.0061
Si  11.5256  0.5395  13.8201  -0.0004  0.0001  0.0001
Si  0.8213  2.6882  18.2627  0.0016  -0.0002  -0.0039
Si  7.7035  6.7449  11.4621  -0.0026  0.0002  0.006
Si  8.3437  4.4319  16.7712  -0.0008  0  -0.0039
Si  9.795  8.2869  9.543  -0.0018  0.0045  0.0071
Si  2.4907  3.7116  11.7587  -0.0015  -0.0018  0.0024
Si  10.1229  11.135  10.9609  -0.0022  0.0006  0.005
Si  4.9404  1.0957  15.4321  0.0014  0.0004  -0.0039
Si  11.3499  3.0704  11.0355  -0.0002  -0.0005  0.0049
Si  0.0718  5.7082  9.6144  0.0001  -0.0028  0.01
Si  6.0093  3.7778  14.6647  -0.0023  -0.0006  -0.0002
Si  6.6323  3.6331  8.9265  0.0066  0.0022  0.0071
Si  2.9454  1.1089  13.034  -0.001  -0.0014  -0.0009
Si  11.7601  4.5694  13.474  -0.0008  -0.0007  -0.0008
Si  8.1944  8.7724  13.692  -0.0028  0  0.0001
Si  7.5852  0.6197  12.23  -0.0018  0  0.0009
Si  9.7314  7.4411  20.3132  0.0187  -0.0007  0.0223
Si  7.6958  10.4632  20.2157  -0.0031  -0.0005  -0.0075
Si  1.5713  7.7583  11.1489  0.0006  0.0058  0.0034
Si  11.1374  7.55  13.3882  -0.0014  0.0004  -0.0001
Si  6.5  7.936  20.2757  -0.0083  -0.0003  0.0007
Si  3.8936  5.7158  15.5521  -0.0013  0.002  -0.0002
Si  5.8472  1.9321  20.2986  -0.0033  -0.0005  -0.0091
Si  10.5979  3.1162  20.8334  -0.0013  0.0001  -0.0098
Si  0.7733  8.8861  20.8712  -0.0064  0.0074  -0.002
Si  1.286  9.031  15.2615  -0.001  0.0009  0.002
Si  2.4445  9.175  18.1895  -0.0042  0.0008  0.0069
Si  0.8574  5.1817  16.3815  -0.0014  0.0023  0.0003
Si  9.0157  9.9193  17.641  -0.0022  -0.0013  -0.0016
Si  10.183  1.6964  16.3259  -0.0035  -0.0007  -0.0024
Si  3.6327  8.1222  13.5441  -0.0012  -0.0006  0.0014
Si  4.8572  10.1039  11.7926  -0.0016  -0.0004  0.0022
Si  3.6316  1.1494  18.1972  0.0025  -0.005  -0.0032
Si  4.8315  7.3405  17.8164  -0.0019  0.0006  0.0007
Si  10.1038  6.8534  17.4185  -0.0008  0.0033  -0.0055
Si  7.3487  3.6877  11.97  0.0006  -0.0018  0.0037
Si  7.7566  4.1861  19.8645  -0.0034  -0.0061  -0.009
Si  6.4906  9.3853  16.1452  -0.0004  0.0007  -0.0002
O  8.1299  7.7605  20.3312  0.0079  -0.0045  0.0014
O  10.3242  9.7639  10.0582  -0.0001  -0.0008  -0.0045
O  1.3678  2.988  10.8031  -0.0016  0.0004  -0.0039
O  1.0202  4.1813  17.6513  -0.0021  -0.0011  -0.0005
O  9.7621  8.4776  17.2719  -0.002  -0.0002  -0.0024
O  7.8935  2.221  12.6034  -0.0015  0.0001  -0.002
O  6.3575  9.5339  19.9609  0.0004  0.0008  -0.0023
O  7.4777  7.5995  12.8227  -0.0011  -0.002  -0.0035
O  3.4236  -0.0324  11.9426  -0.0012  0.0002  -0.0014
O  10.5987  1.5384  14.7397  -0.0009  0.0001  -0.0034
O  8.7568  7.6517  10.613  0.0029  0.0017  -0.0052
O  8.0168  10.3647  13.2938  -0.0015  0.0012  -0.0023
O  0.3472  10.2829  14.8388  -0.0009  -0.0003  -0.0023
O  9.006  10.2445  19.25  0.0006  -0.003  -0.0006
O  4.1669  6.8487  14.4021  -0.002  0.0003  -0.0014
O  9.2342  3.5269  20.0429  0.003  -0.0004  0.0042
O  10.8578  4.4746  10.3334  -0.0009  0.0045  -0.0058
O  4.4446  1.6459  16.8787  -0.0006  0.0022  -0.0007
O  2.8099  7.6519  12.2109  -0.0013  -0.0016  -0.003
O  11.7657  4.3897  15.1042  -0.0023  0  -0.0023
O  9.7768  8.3715  13.7082  0.0003  0  -0.0011
O  2.3076  5.6698  15.8562  -0.0014  -0.0003  -0.0021
O  4.5111  4.3164  15.0159  -0.0015  -0.0007  -0.0008
O  1.3756  6.2423  10.4791  -0.0037  -0.0026  -0.0038
O  10.8756  8.5993  20.2766  -0.0047  -0.0191  0.0204
O  0.5273  7.7076  14.6744  -0.0019  -0.0001  -0.0024
O  9.9696  6.484  19.0117  -0.003  0.0073  0.0096
O  6.3055  6.8436  10.6493  -0.0019  -0.0014  -0.0041
O  7.496  8.6084  15.142  -0.0003  0  -0.0035
O  7.4164  9.8514  17.3784  -0.0003  0.0008  -0.0013
O  7.1857  1.0473  20.0275  0.0024  -0.0047  -0.0005
O  11.5303  1.8266  17.2217  0.0004  0.0012  -0.0002
O  9.2183  3.0225  16.5849  -0.0011  0.0006  -0.0016
O  11.0307  3.336  12.6448  -0.0013  -0.0007  -0.0036
O  2.7354  9.0838  14.5167  -0.0014  -0.0008  -0.0016
O  6.0097  0.3249  11.9038  -0.001  0.0001  -0.0011
O  6.2485  4.1421  13.0877  -0.0012  0.0006  -0.0031
O  5.0502  9.2541  10.3972  0.0001  0.0002  -0.0051
O  1.4809  9.0117  16.8744  -0.0021  0  -0.0064
O  6.3239  3.4041  19.8536  0.004  0.0057  -0.0018
O  5.4429  4.7248  9.0246  -0.0047  0.0013  -0.0055
O  0.1303  2.7406  19.7305  -0.0055  0.0026  0.003
O  4.6433  5.9664  16.9812  -0.0006  -0.0012  -0.0033
O  5.7473  10.6396  15.4703  -0.0018  -0.0011  -0.0031
O  6.9697  3.2025  10.4598  -0.0029  -0.0023  -0.0089
O  5.3504  8.4184  16.7296  -0.0014  -0.0007  -0.0018
O  8.497  11.2796  10.9091  -0.0009  -0.0002  -0.0051
O  9.1691  5.8403  16.5179  -0.0028  -0.0017  -0.0013
O  10.9318  7.1367  9.4552  0.0005  -0.0038  -0.0043
O  3.3535  10.5042  17.9965  -0.0011  -0.0004  -0.0007
O  7.7786  4.6536  18.291  -0.0009  -0.0003  0.0019
O  3.9641  6.8612  9.6632  -0.0009  -0.0024  -0.0063
O  7.158  4.4066  15.6436  -0.0007  0.0001  -0.0004
O  10.7186  1.6689  10.4497  -0.002  -0.0001  -0.0051
O  0.2402  8.1431  12.0392  -0.0016  -0.0001  -0.0028
O  3.3944  2.5708  12.4781  -0.002  0.0011  -0.0029
O  1.3279  1.1571  13.246  -0.0021  -0.0003  -0.001
O  10.9237  5.945  13.1632  -0.0013  0.0005  -0.0019
O  8.1249  5.1609  11.7193  -0.0009  -0.0012  -0.0019
O  4.5552  1.4023  19.4979  -0.0026  0.0001  0.0047
O  6.0044  2.1635  14.8347  -0.0014  -0.0009  -0.002
O  2.2643  1.9784  18.4146  -0.0071  0.0044  0.0005
O  4.9073  9.0157  13.0261  -0.0015  0.0009  -0.0017
O  5.8712  7.0743  19.0407  -0.0019  -0.0007  -0.0025
O  3.3944  7.8639  18.3755  -0.002  -0.001  -0.0019
O  0.0166  6.4637  16.952  -0.0008  -0.0006  -0.0018
O  9.5497  0.2524  16.7793  -0.0003  0.0012  -0.0009
O  3.5251  4.5137  10.8163  -0.0006  0.001  -0.0043
O  1.7091  4.6185  12.8966  -0.0001  0.0003  -0.0018
O  10.7071  0.0345  12.4888  -0.0017  -0.0011  -0.0036
O  3.6451  0.8965  14.4785  -0.003  0.0006  -0.0025
O  1.6075  9.338  19.5557  -0.0065  -0.0069  0.0041
O  1.7697  8.9953  10.0866  -0.0007  0.0013  -0.0098

Results
free energy: -143584.332 eV
free energy less fixed offsets of B -154.04, O -568.88, Si -635.61 eV per atom: 0.218 eV

The program warned: the cutoff lies below the one the program advises for these potential files; the exchange-correlation potential is rough where the density is thin.
